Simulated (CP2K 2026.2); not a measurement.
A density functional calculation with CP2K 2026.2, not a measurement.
Periodic cell of 504 atoms, Si360O144, from a study of silicon, its oxide and their interface. The atomic structure is a simulated model.
Doubt: the forces sum to 1.66 eV/angstrom along one axis rather than to zero, so they err by at least 0.0033 eV/angstrom per atom on average; the grid cutoff is modest.

Settings: functional PBE; method Gaussian and plane waves; basis set DZVP-MOLOPT-SR-GTH; pseudopotentials GTH-PBE; grid cutoff 300 Ry, relative cutoff 40 Ry; k points Gamma only; occupations fixed; spin none; net charge 0.

Cell vectors (angstrom)
a	16.32	0	0
b	0	16.32	0
c	4.1523	0.7182	33.1549

Atoms and the computed forces on them: element, x, y, z (angstrom), force x, y, z (eV/angstrom)
Si	1.072	-1.146	0.066	0.201	-0.109	0.76
Si	3.781	1.533	0.177	0.192	-0.102	0.657
Si	1.626	3.845	0.119	-0.156	0.137	0.661
Si	3.9	6.949	0.169	0.104	-0.124	0.674
Si	1.814	-7.037	0.008	-0.273	0.107	0.716
Si	4.357	-4.232	0.043	-0.15	0.117	0.76
Si	7.218	-1.537	0.181	-0.299	0.028	0.702
Si	9.361	1.447	0.045	0.322	-0.114	0.692
Si	7.123	3.689	0.049	-0.199	0.159	0.733
Si	9.676	6.591	-0.122	-0.162	0.158	0.735
Si	6.431	9.752	0.121	0.154	-0.049	0.781
Si	-7.116	-3.958	0.134	0.219	-0.113	0.711
Si	-4.005	-1.569	0.017	-0.172	0.287	0.713
Si	-1.059	1.108	0.179	-0.185	-0.013	0.751
Si	-4.358	4.429	0.026	0.042	-0.161	0.749
Si	-1.633	7.041	0.106	0.254	-0.107	0.767
Si	-3.889	-7.058	0.013	-0.17	0.304	0.712
Si	-1.607	-3.645	-0.117	0.2	-0.441	0.723
Si	2.636	-0.028	1.437	-0.022	-0.008	-0.046
Si	5.469	2.652	1.365	0.002	0.006	-0.041
Si	2.727	5.411	1.457	0.01	-0.002	-0.036
Si	5.384	8.177	1.474	-0.002	0.024	-0.053
Si	2.811	-5.426	1.389	0.006	-0.012	-0.066
Si	5.484	-2.651	1.339	0.025	-0.026	-0.044
Si	8.294	-0.021	1.537	-0.001	0.043	-0.037
Si	-5.43	2.744	1.293	0	0.018	-0.041
Si	8.17	5.406	1.276	0.015	0.009	-0.066
Si	-5.506	8.142	1.29	-0.001	-0.02	-0.064
Si	8.052	10.841	1.44	-0.019	0.01	-0.056
Si	-5.477	-2.785	1.365	0.005	-0.002	-0.04
Si	-2.767	-0.018	1.335	0.007	-0.01	-0.033
Si	0.054	2.707	1.448	-0.026	-0.005	-0.058
Si	-2.777	5.483	1.41	-0.012	-0.008	-0.068
Si	0.067	8.207	1.243	-0.009	0.002	-0.032
Si	-2.68	-5.388	1.163	0.009	0.029	-0.038
Si	-0.061	-2.695	1.376	-0.009	0.002	-0.081
Si	1.364	1.358	2.842	-0.016	-0.012	0.051
Si	4.149	4.061	2.749	0.006	-0.007	0.024
Si	1.322	6.812	2.71	-0.004	0.02	0.013
Si	4.069	9.542	2.843	0.004	0.023	0.041
Si	1.349	-4.085	2.667	0.013	0.005	0.003
Si	4.074	-1.365	2.713	0.011	-0.008	0.016
Si	6.803	1.314	2.771	-0.004	0.013	0.023
Si	9.518	4.073	2.698	-0.005	0.005	0.036
Si	6.828	6.776	2.68	0.001	-0.022	0.011
Si	9.491	9.488	2.697	0.008	0.006	0.002
Si	6.772	12.283	2.78	-0.016	0	0.044
Si	-6.697	-1.397	2.829	0.011	-0.028	0.025
Si	-4.066	1.4	2.677	-0.015	-0.001	0.007
Si	-1.38	4.088	2.704	0.004	-0.004	0.016
Si	-4.138	6.843	2.743	-0.009	0.011	0.041
Si	-1.316	-6.732	2.594	-0.008	-0.014	0.01
Si	-4.057	-4.135	2.655	0.012	0	0.011
Si	-1.423	-1.362	2.756	-0.002	0.016	0.027
Si	-0.042	-0.011	4.124	-0.005	0.015	-0.006
Si	2.767	2.724	4.126	0.011	-0.006	-0.008
Si	-0.027	5.454	4.069	0.006	0.018	-0.005
Si	2.678	8.151	4.11	0.004	0.015	-0.003
Si	0.001	-5.432	4.048	-0.018	-0.007	0.002
Si	2.708	-2.734	4.054	-0.006	0	-0.001
Si	5.427	-0.028	4.109	0.01	0.006	0
Si	8.16	2.723	4.084	0.005	0.004	-0.016
Si	5.479	5.445	4.089	-0.012	-0.005	0
Si	8.164	8.129	4.074	-0.003	-0.003	-0.001
Si	5.442	10.91	4.155	0.004	-0.003	-0.011
Si	8.181	-2.723	4.129	-0.017	-0.011	-0.008
Si	-5.37	0.029	4.106	0.008	-0.001	-0.002
Si	-2.718	2.726	4.073	-0.007	0.006	0.003
Si	-5.461	5.437	4.085	0.012	-0.019	-0.003
Si	-2.701	8.222	4.004	0	0.002	-0.014
Si	-5.434	-5.467	4.034	0.008	0.006	0.004
Si	-2.752	-2.757	4.079	-0.007	0.004	-0.01
Si	1.374	-1.303	16.355	0.021	-0.001	0.009
Si	4.044	1.349	16.381	-0.007	-0.003	-0.014
Si	1.348	4.035	16.331	-0.006	-0.003	-0.002
Si	4.105	6.789	16.286	-0.004	-0.004	-0.008
Si	1.403	-6.74	16.259	0.013	0.015	-0.017
Si	4.083	-4.049	16.298	0.024	-0.001	-0.003
Si	6.786	-1.37	16.371	-0.003	-0.01	-0.009
Si	-6.791	1.337	16.337	0.009	-0.007	-0.007
Si	6.759	4.059	16.347	-0.01	0.016	0
Si	-6.814	6.786	16.299	-0.006	-0.01	-0.007
Si	6.817	9.529	16.284	-0.006	0.014	-0.017
Si	-6.82	-4.08	16.313	-0.012	-0.021	-0.012
Si	-4.057	-1.348	16.343	0.014	0.006	-0.006
Si	-1.337	1.367	16.333	-0.008	0.005	-0.001
Si	-4.084	4.061	16.306	-0.013	-0.011	-0.004
Si	-1.383	6.765	16.261	-0.006	-0.001	-0.007
Si	-4.087	9.525	16.285	-0.007	0	-0.015
Si	-1.349	-4.023	16.314	0.012	-0.005	-0.009
Si	2.674	0.05	17.809	-0.008	0.001	0.008
Si	5.403	2.693	17.747	-0.006	-0.008	0.008
Si	2.764	5.387	17.615	0.012	0.022	0.012
Si	5.444	8.19	17.624	0.018	0.001	-0.011
Si	2.755	-5.396	17.674	-0.013	-0.023	0.001
Si	5.408	-2.736	17.724	0.006	0	0.014
Si	8.144	0.014	17.715	-0.001	0.002	-0.013
Si	-5.4	2.675	17.681	0.017	0.004	0.017
Si	8.125	5.441	17.662	0.003	-0.005	0.015
Si	-5.429	8.138	17.634	-0.007	0.019	-0.008
Si	8.169	10.855	17.679	-0.001	0.004	0.006
Si	-5.47	-2.703	17.653	0.005	-0.009	-0.013
Si	-2.658	-0.001	17.703	-0.014	-0.009	0.001
Si	-0.005	2.696	17.754	0.019	-0.006	0.014
Si	-2.706	5.388	17.665	0.013	-0.01	-0.006
Si	-0.012	-8.118	17.488	0.002	0	-0.019
Si	-2.747	-5.388	17.615	-0.013	-0.01	0.012
Si	0.023	-2.666	17.694	-0.023	0.001	-0.002
Si	1.294	1.398	19.258	0.009	-0.008	-0.019
Si	4.025	4.043	19.112	-0.048	-0.008	-0.005
Si	1.354	6.833	18.762	0.005	0.009	-0.043
Si	4.112	-6.783	19.014	0.008	0.016	-0.03
Si	1.398	-4.019	19.023	0.02	-0.003	-0.024
Si	4.066	-1.342	19.107	0.014	-0.025	-0.055
Si	6.779	1.34	19.118	-0.003	0.011	-0.009
Si	-6.836	4.02	18.957	-0.005	-0.023	-0.053
Si	6.776	6.855	19	0.021	0.009	-0.023
Si	-6.748	9.495	19.016	-0.013	-0.002	-0.018
Si	6.751	-4.171	19.046	-0.032	-0.005	-0.045
Si	9.508	-1.358	19.041	0.008	-0.019	-0.003
Si	-3.993	1.342	19.078	-0.003	0.031	-0.031
Si	-1.39	4.036	19.101	-0.024	-0.006	-0.021
Si	-4.066	6.765	18.969	-0.011	0.007	-0.024
Si	-1.332	-6.766	18.861	0.02	-0.003	-0.048
Si	-4.117	-4.048	19.002	0.001	-0.012	-0.014
Si	-1.281	-1.307	19.117	-0.005	0.035	-0.018
Si	-0.016	-0.012	20.707	0.037	-0.003	0.059
Si	2.611	2.823	20.646	0.009	-0.002	0.032
Si	0.016	5.572	20.153	0.033	-0.009	0.026
Si	2.631	8.167	20.162	-0.023	0.024	0.047
Si	-0.003	-5.401	20.249	-0.022	-0.016	0.048
Si	2.694	-2.698	20.479	0.008	0.016	0.055
Si	5.44	-0.013	20.515	-0.009	-0.012	0.049
Si	8.145	2.724	20.436	0.017	0.004	0.052
Si	5.399	5.498	20.333	0.007	0.002	0.04
Si	8.22	8.132	20.376	0.009	-0.017	0.048
Si	5.451	-5.562	20.518	0.043	0.009	0.042
Si	8.109	-2.743	20.321	-0.017	0.001	0.067
Si	-5.416	-0.019	20.377	0.011	0.021	0.07
Si	-2.63	2.629	20.586	0.004	-0.03	0.06
Si	-5.417	5.341	20.246	0.007	-0.001	0.083
Si	-2.67	-8.136	20.202	-0.01	0.013	0.069
Si	-5.409	-5.452	20.394	0.014	-0.009	0.046
Si	-2.741	-2.666	20.319	-0.003	0.005	0.043
Si	1.659	-1.138	21.969	-0.319	-0.288	-0.704
Si	3.865	1.175	21.816	0.094	0.217	-0.721
Si	1.356	4.603	21.765	-0.04	-0.329	-0.559
Si	3.725	6.66	21.522	0.119	-0.04	-0.66
Si	1.132	-6.986	21.512	0.13	0.171	-0.761
Si	4.259	-3.918	21.704	-0.162	-0.25	-0.808
Si	6.537	-1.736	21.747	0.086	0.265	-0.768
Si	-6.56	1.54	21.686	-0.158	-0.051	-0.687
Si	7.057	4.451	21.616	-0.108	-0.158	-0.695
Si	-6.9	6.511	21.575	0.059	0.19	-0.734
Si	7.147	-6.68	21.813	-0.379	-0.225	-0.672
Si	9.253	-4.308	21.594	0.225	0.096	-0.734
Si	-3.859	-1.161	21.719	-0.142	-0.098	-0.743
Si	-1.61	1.049	22.169	0.364	0.332	-0.665
Si	-4.363	3.771	21.624	0.137	0.061	-0.765
Si	-1.056	7.142	21.492	-0.191	-0.091	-0.779
Si	-3.674	-6.561	21.546	-0.321	-0.088	-0.726
Si	-1.561	-4.236	21.533	0.193	0.144	-0.677
Si	2.106	-5.704	-2.817	0.023	0.021	0.057
Si	-4.638	-1.66	24.636	-0.015	0.004	-0.137
Si	7.77	1.752	-4.416	0.016	0.008	0.097
Si	1.899	2.467	-4.279	0.125	0.028	-0.04
Si	1.364	4.949	-2.783	0.1	-0.004	0.209
Si	1.627	-1.061	24.998	0.074	-0.102	-0.119
Si	4.5	6.624	-6.67	-0.07	0.033	-0.019
Si	-0.393	-3.997	24.357	-0.05	-0.086	-0.041
Si	4.478	7.355	24.293	-0.009	-0.083	-0.022
Si	6	4.606	24.475	0.034	0.076	-0.081
Si	-6.873	-5.256	-2.735	-0.096	0.021	0.166
Si	7.258	-1.526	24.776	0.005	-0.013	-0.115
Si	8.011	-8.003	-2.224	0.01	-0.073	0.128
Si	-5.663	7.087	24.42	0.049	-0.107	-0.117
Si	-6.786	0.53	24.597	-0.001	-0.035	-0.084
Si	2.544	-2.854	-2.184	-0.004	-0.044	0.15
Si	2.385	-5.22	23.811	-0.121	0.027	-0.193
Si	-0.46	1.352	25.209	-0.195	-0.054	-0.096
Si	4.398	2.174	24.723	-0.03	0.002	-0.074
Si	-6.015	-4.195	24.417	-0.071	-0.086	-0.044
Si	-5.6	0.975	-5.04	-0.011	-0.199	-0.072
Si	-4.205	-7.739	-5.311	-0.019	0.109	0.036
Si	-7.603	-2.853	-4.373	0.073	0.103	0.073
Si	3.764	-0.998	-4.502	-0.096	-0.001	0.122
Si	4.61	-5.533	-4.387	-0.128	-0.077	-0.06
Si	1.844	3.224	25.698	-0.021	-0.052	-0.007
Si	-0.177	-6.85	-4.026	-0.011	-0.131	-0.005
Si	6.164	3.761	-2.878	0.088	-0.061	0.055
Si	1.272	0.202	-5.949	-0.055	0.087	0.103
Si	1.791	6.184	25.341	-0.08	-0.024	-0.013
Si	7.801	-4.514	25.849	-0.038	0.029	-0.011
Si	6.62	-7.085	24.895	0.126	-0.009	-0.119
Si	3.842	3.867	-6.342	-0.104	0.009	0.062
Si	-0.754	5.445	23.881	0.041	-0.111	-0.105
Si	-1.636	-4.246	-3.026	0.003	0.189	0.118
Si	6.414	2.321	-7.024	0.076	0.095	-0.137
Si	-0.971	6.802	-2.836	-0.051	-0.019	0.057
Si	7.356	-0.891	-2.746	0.127	-0.11	0.004
Si	-4.138	-5.978	-2.856	0.068	-0.138	0.05
Si	-2.102	-5.683	26.046	0.074	0.121	-0.054
Si	-1.758	-6.633	-6.501	0.023	0.066	0.029
Si	5.934	-2.719	-4.536	0.04	0.016	-0.061
Si	5.779	7.999	-4.263	-0.003	-0.006	0.123
Si	4.334	-1.315	26.058	0.015	-0.081	-0.031
Si	-1.778	-3.623	-5.868	0.049	0.016	0.023
Si	-2.919	2.47	-1.879	-0.096	-0.004	0.123
Si	-3.624	4.808	24.511	-0.009	-0.028	0.068
Si	4.109	1.328	-2.706	-0.027	-0.051	0.051
Si	-3.209	5.922	-4.907	0.025	0.016	0.026
Si	-3.19	3.011	-4.701	0.026	0.009	-0.012
Si	4.346	6.057	-2.699	0.017	-0.008	0.179
Si	-6.418	-3.444	-6.915	0.023	-0.136	-0.045
Si	-5.175	0.214	-2.167	-0.066	0.035	-0.034
Si	-4.33	-6.717	24.395	-0.029	0.061	-0.086
Si	1.355	-1.375	5.437	-0.002	-0.002	0.002
Si	4.096	1.348	5.477	0.003	0.01	0.013
Si	1.362	4.1	5.428	-0.007	-0.006	-0.002
Si	4.082	6.798	5.434	0.003	0.011	0.001
Si	1.331	9.527	5.446	-0.001	-0.006	0.008
Si	4.051	12.253	5.47	0.003	-0.008	0.007
Si	6.803	-1.368	5.466	-0.005	-0.01	0.006
Si	9.532	1.363	5.437	-0.012	0.002	0.002
Si	6.818	4.082	5.457	0.001	-0.003	0.01
Si	-6.806	6.789	5.455	0.002	-0.009	0.007
Si	6.816	9.508	5.446	0.007	0.014	0.008
Si	9.542	12.21	5.437	0.015	0.01	0.007
Si	-4.058	-1.365	5.46	0.015	0.008	0.009
Si	-1.379	1.37	5.462	-0.002	-0.011	0.016
Si	-4.085	4.083	5.432	0.001	0.005	0.011
Si	-1.383	6.832	5.404	-0.018	0.004	0.006
Si	-4.066	-6.794	5.414	0.011	-0.008	0.001
Si	-1.36	-4.088	5.426	0.004	0.004	0.011
Si	2.713	-0.011	6.806	0.012	0.002	-0.003
Si	5.456	2.72	6.816	0.001	-0.001	0.004
Si	2.721	5.445	6.801	0.006	0.004	-0.006
Si	5.437	8.159	6.8	-0.008	-0.011	-0.004
Si	2.699	10.878	6.812	-0.015	-0.003	-0.001
Si	5.432	-2.719	6.819	-0.004	0.008	-0.003
Si	8.168	0.007	6.804	-0.007	0.002	-0.002
Si	-5.438	2.722	6.803	0.004	-0.001	-0.007
Si	-8.158	5.439	6.825	0	-0.001	0.001
Si	10.896	8.159	6.784	0.005	-0.003	-0.002
Si	8.18	10.862	6.806	0.008	-0.009	-0.003
Si	10.879	-2.723	6.8	-0.003	0.001	-0.006
Si	-2.714	-0.004	6.826	-0.001	-0.007	0.004
Si	0.003	2.736	6.793	0.001	-0.002	0.001
Si	-2.725	5.457	6.778	0.001	0.004	0
Si	-0.023	8.164	6.798	-0.003	0.013	-0.008
Si	-2.721	-5.438	6.794	0	0.005	-0.004
Si	-0.002	-2.733	6.798	-0.01	-0.006	0.003
Si	1.357	1.366	8.153	-0.003	0.001	0.001
Si	4.08	4.08	8.16	-0.002	-0.008	-0.005
Si	1.355	6.809	8.153	-0.002	0.009	-0.006
Si	4.075	9.52	8.159	0.001	0.004	-0.006
Si	1.348	-4.084	8.173	0.007	0	-0.006
Si	4.079	-1.356	8.174	-0.001	-0.011	-0.001
Si	6.813	1.362	8.172	0.005	0.01	-0.006
Si	-6.795	4.076	8.172	-0.003	0	0.001
Si	6.792	6.799	8.168	0.008	0.002	-0.006
Si	9.539	9.51	8.161	0.003	0.002	-0.006
Si	6.805	-4.089	8.156	-0.007	-0.003	-0.005
Si	9.519	-1.363	8.16	-0.004	-0.008	-0.006
Si	-4.088	1.358	8.168	-0.003	-0.004	-0.006
Si	-1.363	4.098	8.146	-0.002	0.007	-0.01
Si	-4.078	6.801	8.157	-0.004	-0.002	-0.002
Si	-1.371	-6.797	8.165	-0.007	-0.014	0
Si	-4.076	-4.076	8.158	0.014	0.007	-0.006
Si	-1.349	-1.366	8.167	0.012	0.016	0.002
Si	0.005	0.006	9.516	0.003	-0.012	0
Si	2.721	2.719	9.517	0.008	0.005	0
Si	-0.002	5.448	9.515	0.005	-0.003	0
Si	2.714	8.163	9.522	0.003	0.003	0.001
Si	-0.009	-5.442	9.531	-0.004	0.002	-0.004
Si	2.717	-2.721	9.522	-0.01	-0.003	0.002
Si	5.445	0.004	9.525	0.002	0.011	-0.003
Si	-8.153	2.717	9.535	-0.001	-0.002	0.001
Si	5.436	5.435	9.527	-0.004	0.005	-0.002
Si	8.164	8.157	9.515	0.002	-0.006	-0.001
Si	5.439	-5.441	9.516	0.001	-0.009	0.002
Si	8.157	-2.72	9.519	0.001	0.009	-0.001
Si	-5.447	-0.003	9.528	-0.002	0.004	0
Si	-2.721	2.729	9.509	0.001	-0.005	0
Si	-5.434	5.44	9.52	0.004	0.005	-0.002
Si	-2.723	8.16	9.523	0.001	0.005	-0.004
Si	-5.432	-5.439	9.52	-0.001	0	-0.006
Si	-2.719	-2.719	9.523	-0.008	-0.004	-0.003
Si	1.364	-1.35	10.875	0.005	0.011	-0.003
Si	4.084	1.365	10.881	0	-0.008	0.004
Si	1.359	4.082	10.871	-0.005	0.002	-0.001
Si	4.075	6.798	10.88	-0.002	-0.004	-0.001
Si	1.36	9.524	10.889	-0.001	0	0
Si	4.081	-4.077	10.878	0.005	0.007	-0.002
Si	6.803	-1.356	10.885	-0.01	-0.008	0
Si	-6.803	1.353	10.898	-0.005	0.004	0.004
Si	-9.525	4.071	10.888	0.009	0	0.003
Si	9.518	6.794	10.873	-0.003	-0.004	-0.004
Si	6.804	9.52	10.871	0.004	0.001	-0.004
Si	9.522	-4.078	10.874	0.006	-0.01	-0.001
Si	-4.08	-1.359	10.883	0.005	-0.001	0.004
Si	-1.362	1.365	10.866	0.005	-0.001	-0.001
Si	-4.08	4.077	10.881	-0.008	0.01	0
Si	-1.359	6.804	10.883	-0.009	0.008	-0.003
Si	-4.077	9.523	10.883	0.005	-0.007	0.002
Si	-1.365	-4.076	10.888	0.007	-0.002	0.002
Si	2.727	0.003	12.236	-0.004	-0.006	0.003
Si	5.44	2.711	12.257	-0.005	0.009	0.005
Si	2.718	5.435	12.239	0.004	0	-0.002
Si	5.446	8.158	12.228	0.003	0.003	0.002
Si	2.722	10.893	12.244	0.002	-0.005	0.006
Si	5.435	-2.71	12.238	0.003	-0.001	0.006
Si	8.153	-0.001	12.264	0.006	0	0.004
Si	-5.44	2.716	12.249	0.004	-0.008	0.005
Si	-8.155	5.429	12.234	0.002	0.013	-0.006
Si	10.872	8.16	12.226	-0.005	-0.001	-0.006
Si	8.156	10.887	12.23	-0.003	0.001	0.002
Si	10.877	-2.719	12.242	-0.008	-0.002	-0.004
Si	-2.72	0.01	12.233	-0.001	0	0.003
Si	0.003	2.716	12.226	0	0.001	0.002
Si	-2.72	5.437	12.236	0.011	-0.003	0.001
Si	0.001	8.162	12.248	0.002	-0.004	-0.002
Si	-2.721	-5.437	12.249	-0.009	-0.001	-0.001
Si	-0.003	-2.699	12.23	0.001	-0.001	-0.003
Si	1.365	1.359	13.588	0.007	-0.004	-0.002
Si	4.068	4.068	13.605	-0.003	0.009	0.004
Si	1.363	6.795	13.602	0.001	-0.006	0.003
Si	4.097	9.527	13.585	0.005	-0.003	0.006
Si	1.365	-4.039	13.589	-0.01	0.01	0.002
Si	4.085	-1.345	13.607	-0.001	-0.002	0
Si	6.788	1.351	13.639	0.001	-0.008	0.012
Si	-6.813	4.065	13.609	-0.006	0.015	-0.003
Si	6.805	6.789	13.582	0.011	-0.014	-0.001
Si	9.515	9.523	13.581	-0.002	-0.005	0.004
Si	6.8	-4.065	13.589	-0.006	-0.001	-0.001
Si	9.52	-1.365	13.614	0.005	-0.01	0.007
Si	-4.077	1.357	13.606	0.002	0.004	0.006
Si	-1.358	4.067	13.586	-0.004	0.001	0.007
Si	-4.097	6.794	13.58	-0.008	0.011	-0.001
Si	-1.353	9.53	13.607	0.005	-0.003	0.006
Si	-4.081	-4.072	13.604	0.006	-0.011	0.005
Si	-1.355	-1.338	13.596	0.002	0	0.002
Si	0.011	0.016	14.961	-0.002	0.004	0.004
Si	2.715	2.696	14.97	-0.003	0.001	0.005
Si	0.009	5.408	14.947	0.001	0	0.003
Si	2.74	8.164	14.937	0.007	0.001	0.006
Si	0.007	-5.39	14.942	0.01	-0.001	0.003
Si	2.714	-2.679	14.97	-0.005	0.001	0
Si	5.421	-0.006	15.011	-0.013	-0.007	0.011
Si	8.154	2.712	14.995	0.004	0	0.008
Si	5.451	5.424	14.938	-0.003	0.001	0.003
Si	8.162	8.154	14.933	-0.004	0.004	0.001
Si	5.447	10.899	14.946	0.008	-0.001	-0.003
Si	8.141	-2.71	14.972	0.003	-0.002	0.002
Si	-5.431	-0.009	14.969	0.001	-0.001	0.002
Si	-2.707	2.712	14.961	0.004	0.006	-0.006
Si	-5.445	5.428	14.951	0.002	0.003	0
Si	-2.737	8.152	14.929	-0.004	-0.015	0
Si	-5.457	-5.435	14.945	-0.004	0.004	0.003
Si	-2.718	-2.693	14.949	-0.013	-0.002	0.008
O	-6.925	6.571	25.269	-0.177	-0.524	-0.21
O	-3.794	4.473	22.953	0.123	0.277	-0.141
O	5.127	-7.695	25.048	-0.247	0	0.455
O	6.971	-7.293	23.316	0.371	-0.337	-0.024
O	6.342	4.042	23.006	-0.398	-0.558	0.289
O	0.025	-8.068	22.022	0.134	0.297	0.253
O	2.888	5.435	-2.917	-0.004	0.126	-0.463
O	-8.149	-5.439	22.044	0.136	0.148	0.059
O	5.391	-2.832	22.143	0.02	0.018	0.227
O	3.729	-3.479	-1.261	0.324	0.198	-0.565
O	-1.181	6.376	-1.299	0.312	-0.276	-0.049
O	-1.561	6.399	22.846	-0.861	-0.146	0.143
O	-5.478	5.501	-0.549	-0.197	0.176	-0.455
O	2.764	2.738	-0.292	0.204	-0.232	-0.07
O	-8.107	2.535	-0.337	-0.148	-0.071	-0.579
O	6.653	-5.506	25.276	-0.481	0.251	-0.084
O	6.651	4.199	-1.409	-0.17	0.585	-0.027
O	4.227	0.759	-1.198	0.02	-0.281	-0.059
O	1.631	-1.895	-1.264	0.038	-0.122	-0.409
O	-0.964	-3.762	-1.629	0.699	0.163	-0.34
O	-4.401	2.003	-4.866	-0.155	-0.136	-0.227
O	-4.401	7.005	-5.04	-0.591	-0.238	-0.013
O	1.055	3.716	-3.763	-0.32	0.152	-0.461
O	5.394	3.438	-6.454	0.102	0.23	0.209
O	-5.438	-5.256	-3.452	0.103	0.393	-0.588
O	2.761	0.043	22.223	0.142	-0.059	-0.038
O	7.298	4.376	25.378	0.278	-0.249	-0.197
O	-1.643	1.966	-1.061	0.138	0.265	-0.28
O	5.424	-5.391	-0.435	-0.01	0.089	-0.527
O	3.669	-5.324	-5.693	-0.548	0.219	0.102
O	0.201	-0.998	-5.837	-0.426	-0.108	0.624
O	1.261	-1.622	23.495	-0.307	-0.292	0.231
O	3.696	5.43	-5.914	-0.254	-0.045	0.683
O	1.061	4.517	-1.252	-0.468	0.09	-0.043
O	-3.207	-1.742	25.371	0.25	0.434	-0.04
O	4.518	7.52	-3.355	-0.466	0.386	0.126
O	-4.691	-1.127	-1.402	-0.348	-0.231	-0.025
O	2.598	5.625	22.175	0.07	0.223	0.636
O	3.235	-0.792	24.979	0.118	0.061	-0.551
O	5.664	-6.737	-4.538	0.575	0.264	-0.004
O	3.078	-1.943	-3.393	0.018	-0.102	-0.173
O	4.421	7.572	22.687	0.12	0.409	-0.142
O	2.169	4.645	25.021	0.168	-0.105	-0.147
O	1.844	-6.376	22.836	0.413	-0.456	0.308
O	-0.97	-3.589	22.906	0.27	0.508	0.165
O	7.666	-3	25.305	0.217	0.045	0.258
O	-6.592	-3.671	23.005	0.006	0.51	0.227
O	-2.816	-0.04	22.297	-0.254	-0.302	0.105
O	7.079	-0.654	-1.18	0.136	0.426	-0.27
O	-5.569	-7.052	-5.806	-0.251	0.135	0.362
O	5.042	2.618	-2.808	-0.112	0.029	-0.038
O	-6.063	7.023	22.862	0.403	0.205	-0.154
O	-4.433	-1.903	23.044	-0.294	-0.397	0.013
O	7.376	3.203	-3.79	0.458	0.262	-0.012
O	-2.742	8.155	-0.326	-0.09	0.006	-0.325
O	2.816	8.048	-0.396	0.015	0.017	-0.196
O	2.945	7.124	24.729	-0.212	0.341	0.008
O	0.002	0.003	-0.417	0.072	-0.027	-0.498
O	0.262	6.346	24.787	0.055	0.338	-0.012
O	1.197	-4.204	24.225	0.37	0.586	0.125
O	-5.506	-7.691	24.878	-0.234	-0.019	0.189
O	-0.27	-3.46	-6.474	0.456	-0.594	0.254
O	3.587	-4.427	23.098	0.265	0.229	0.505
O	-6.661	-4.705	-1.231	0.2	-0.306	0.054
O	6.95	-7.401	-1.169	-0.327	-0.056	-0.254
O	7.388	0.581	-3.384	-0.33	0.044	-0.087
O	1.419	-6.638	-3.95	0.21	0.015	-0.57
O	-8.081	5.492	22.072	-0.085	-0.089	0.502
O	2.57	1.712	-3.018	-0.353	-0.042	0.301
O	8.157	-2.787	-0.305	-0.15	-0.119	-0.17
O	3.693	-5.827	-3.087	0.274	-0.228	0.358
O	5.619	7.246	-5.681	0.509	-0.244	-0.405
O	5.458	-4.193	-4.166	0.278	0.121	0.554
O	-2.371	2.794	-3.344	0.565	0.116	-0.116
O	-0.86	-2.857	25.426	0.268	0.336	0.084
O	-5.548	-2.871	25.2	-0.14	-0.051	0.747
O	-7.36	7.224	-1.467	0.29	-0.142	-0.507
O	4.554	1.699	23.195	0.221	-0.232	0.205
O	5.5	6.129	24.553	0.307	0.17	0.286
O	-2.232	6.322	-3.696	-0.175	0.105	0.126
O	-1.012	-5.403	24.877	0.208	-0.461	-0.264
O	-5.48	2.686	22.144	-0.001	-0.111	0.271
O	-5.527	0.419	-6.588	-0.449	-0.437	-0.032
O	-2.828	-2.606	-0.39	-0.12	-0.157	-0.149
O	-0.614	-7.219	-5.528	0.452	-0.074	-0.235
O	-4.507	-6.674	-1.446	-0.592	0.05	-0.187
O	0.235	4.443	22.995	-0.06	-0.444	0.326
O	7.369	-2.703	-5.286	-0.02	-0.018	-0.579
O	-2.238	-5.161	-6.015	-0.355	0.012	0.215
O	-7.607	-1.666	-3.254	0.529	0.113	0.224
O	-1.831	-3.219	-4.281	-0.074	0.555	0.038
O	-1.991	4.794	24.759	0.334	-0.16	0.726
O	0.886	1.462	-5.031	-0.469	0.011	-0.051
O	7.651	-7.859	25.879	0.265	0.02	0.208
O	-2.714	-2.691	-6.811	-0.544	0.047	0.168
O	-6.346	-2.831	-5.403	0.508	0.23	0.039
O	-4.784	-5.193	24.152	0.424	0.265	-0.536
O	1.553	-6.261	-1.398	-0.36	-0.122	0.043
O	-2.134	2.738	-5.875	0.641	0.063	0.197
O	-6.614	2.004	25.235	-0.608	0.056	-0.116
O	-0.742	-5.423	-3.607	0.445	0.029	0.173
O	5.431	1.351	25.645	0.461	-0.145	-0.27
O	-0.753	-7.928	-2.977	0.023	0.141	0.487
O	0.329	2.761	25.362	-0.231	0.401	-0.242
O	-6.964	-4.977	-6.763	-0.491	-0.051	0.281
O	4.802	-1.908	-5.352	-0.241	-0.216	-0.537
O	-7.786	-4.256	-3.594	-0.606	-0.044	0.004
O	4.545	0.218	-3.78	0.283	-0.097	-0.135
O	-7.081	0.77	23.02	-0.592	-0.25	0.101
O	2.713	-0.36	-5.525	0.347	-0.152	-0.321
O	-4.309	6.262	24.754	0.079	0.173	0.527
O	-3.168	-6.747	25.499	0.172	-0.495	0.367
O	7.226	-1.396	23.168	0.534	0.19	0.084
O	-3.862	4.476	-4.676	-0.538	0.015	-0.057
O	-5.413	-0.039	-3.757	-0.017	-0.543	-0.144
O	-8.007	-0.361	25.191	-0.01	0.084	0.489
O	-6.989	1.743	-4.791	0.08	0.228	-0.056
O	4.762	3.718	24.959	-0.454	0.15	0.319
O	1.75	-4.111	-2.841	-0.669	-0.012	-0.417
O	5.771	-1.35	25.364	0.012	0.024	-0.209
O	-3.067	-7.572	-6.448	-0.184	-0.346	-0.434
O	2.961	-5.874	25.157	0.61	-0.571	-0.15
O	5.445	5.102	-3.421	0.385	0.065	-0.252
O	6.959	1.475	-5.772	0.001	-0.381	-0.141
O	-2.626	-5.385	21.97	0.014	-0.036	0.339
O	-4.469	3.724	25.388	0.259	-0.198	0.258
O	-7.084	-5.022	25.291	0.206	-0.43	0.259
O	-3.586	3.802	-1.261	-0.03	0.112	-0.526
O	-4.028	1.315	-1.928	-0.236	0.057	-0.034
O	3.092	2.937	-5.262	0.105	-0.025	0.073
O	-7.428	-6.763	-2.752	0.413	-0.184	-0.545
O	-3.649	-7.057	-3.948	0.086	-0.341	-0.068
O	2.85	2.075	25.181	-0.173	-0.375	-0.172
O	0.651	0.192	25.196	-0.068	-0.005	0.314
O	-6.491	0.768	-1.377	-0.536	0.145	-0.344
O	4.604	6.205	-1.102	0.15	0.006	-0.04
O	-3.903	-7.328	22.961	-0.051	-0.409	0.058
O	0.404	6.12	-3.3	0.163	-0.062	-0.675
O	7.18	7.694	-3.477	0.211	-0.088	-0.496
O	-2.332	5.828	-6.251	0.529	0.455	-0.062
O	-5.381	-0.248	24.849	0.168	0.165	0.407
O	6.153	-1.892	-3.162	-0.547	-0.03	0.658
O	-1.224	1.383	23.751	0.086	0.316	0.209
O	-3.058	-4.838	-2.572	-0.036	-0.041	0.213

Results
total energy: -101654.367 eV
total energy less fixed offsets of O -438.25, Si -107.07 eV per atom: -1.167 eV
